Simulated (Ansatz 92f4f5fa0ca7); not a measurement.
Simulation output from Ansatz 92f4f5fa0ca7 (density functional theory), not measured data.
Periodic cell of 259 atoms, Si144O115, from a study of silicon, its oxide and their interface. The atomic structure is a simulated model.
Doubt: the cutoff is far below the 930 eV that the study's wrapper takes by default for these files, so forces and energies are approximate.
This geometry differs little from another in the collection (a relaxation step or a small displacement).

Settings
functional: PBE
potential files: Ansatz PAW
basis: plane waves
wave-function cutoff: 580 eV
density cutoff ratio: 5
exchange-correlation grid ratio: 1
k mesh: 1 x 1 x 1, Gamma-centred
self-consistency stop: 5e-08 eV per atom in the density residual
occupations: fixed
spin: none
net charge: 0

Cell vectors (angstrom)
a  10.938  0  0
b  0  10.938  0
c  0.5377  -2.6371  36.865

Atoms: element, x, y, z (angstrom)
Si  5.4068  6.2567  30.7751
Si  9.2645  10.1558  30.7343
Si  6.3328  1.7746  30.8268
Si  8.5411  3.9844  30.9526
Si  1.0689  7.4874  30.8279
Si  2.8199  9.2581  30.7447
Si  10.1418  13.6647  32.0868
Si  3.637  4.5962  31.0033
Si  4.5913  8.2078  31.9433
Si  7.4662  11.0373  32.0368
Si  4.6893  2.8534  32.1551
Si  7.2562  5.548  32.1302
Si  10.1661  8.3712  32.0253
Si  12.7558  10.9934  32.0006
Si  10.9561  11.8888  30.6825
Si  1.9305  5.6941  32.153
Si  3.2938  6.9968  33.5344
Si  6.0129  9.6206  33.294
Si  3.2383  12.3716  33.3586
Si  6.0173  4.1782  33.5797
Si  8.7295  6.9706  33.3469
Si  11.4698  9.6833  33.4986
Si  8.7535  12.3835  33.5065
Si  11.4951  4.1977  33.3854
Si  4.6329  5.5783  34.8614
Si  7.3704  8.3103  34.7623
Si  4.6414  11.0043  34.7305
Si  7.3982  13.7479  34.8697
Si  10.0907  5.5669  34.7492
Si  12.8349  8.3278  34.8582
Si  10.1114  11.0316  34.8554
Si  12.8534  2.8284  34.7766
Si  6.0067  6.9336  36.179
Si  8.7412  9.6681  36.179
Si  6.0067  12.4026  36.179
Si  8.7412  4.1991  36.179
Si  11.4757  6.9336  36.179
Si  3.2722  9.6681  36.179
Si  11.4757  1.4646  36.179
Si  3.2722  4.1991  36.179
Si  4.1018  10.938  0.6813
Si  6.8362  13.6725  0.6813
Si  4.1018  16.407  0.6813
Si  6.8362  8.2035  0.6813
Si  9.5708  10.938  0.6813
Si  1.3673  13.6725  0.6813
Si  9.5708  5.469  0.6813
Si  12.3052  8.2035  0.6813
Si  2.7345  9.5708  2.0485
Si  5.469  12.3052  2.0485
Si  2.7345  15.0397  2.0485
Si  5.469  6.8362  2.0485
Si  8.2035  9.5708  2.0485
Si  10.938  12.3052  2.0485
Si  8.2035  15.0397  2.0485
Si  10.938  6.8362  2.0485
Si  4.1145  8.2192  3.3488
Si  6.8343  10.9336  3.3709
Si  4.097  13.6584  3.4826
Si  6.8265  5.4592  3.469
Si  9.5658  8.2051  3.4811
Si  1.3688  10.9373  3.4673
Si  9.569  13.6721  3.3414
Si  1.3754  16.4195  3.3352
Si  5.4607  9.5697  4.7135
Si  8.2106  12.3108  4.6776
Si  5.4614  15.0314  4.8843
Si  8.1808  6.8271  4.8732
Si  0.0069  9.5857  4.8769
Si  2.732  12.2788  4.8994
Si  10.9216  15.0706  4.631
Si  2.7594  6.8311  4.6391
Si  4.1409  10.8359  6.2245
Si  6.8942  13.6034  6.1418
Si  4.0282  5.5351  6.1331
Si  6.7315  8.2015  6.1669
Si  -1.4246  11.0088  6.1606
Si  1.2768  13.7569  6.0717
Si  9.5898  5.3897  6.1274
Si  1.4427  8.1162  6.0874
Si  3.2339  8.9536  7.3939
Si  5.9978  11.771  7.3605
Si  2.2101  4.5925  7.3155
Si  4.9754  7.2506  7.4888
Si  7.7114  9.9922  7.314
Si  -0.5352  12.9157  7.3189
Si  0.4847  6.3212  7.2768
Si  8.6213  14.6053  7.4389
Si  7.3861  11.3332  15.3437
Si  4.7338  6.4971  25.9066
Si  8.8708  4.9288  28.1071
Si  6.7931  12.5511  10.1329
Si  8.3261  3.1072  23.8717
Si  2.1456  4.3704  19.01
Si  6.9719  10.4929  12.2845
Si  11.3223  12.3145  28.3293
Si  7.9181  4.3696  9.6321
Si  0.9335  1.535  22.5253
Si  1.4984  13.7736  11.723
Si  3.4448  9.727  14.0251
Si  2.2323  3.858  28.215
Si  0.5688  11.6174  9.9393
Si  1.3522  9.9415  18.5421
Si  10.7054  7.6986  21.5197
Si  7.4051  10.6075  19.9997
Si  10.0171  3.5819  18.6049
Si  2.6258  9.4324  9.5975
Si  3.8129  3.5608  25.7582
Si  5.9623  11.567  27.917
Si  8.6606  2.0507  26.7461
Si  5.3687  2.3743  23.565
Si  5.1233  12.0708  18.5372
Si  9.3124  1.8714  21.0647
Si  9.4779  8.6633  18.8151
Si  1.566  4.2823  23.7714
Si  7.8417  9.1254  28.1363
Si  0.5886  6.4735  27.8038
Si  6.2929  6.5715  28.6127
Si  5.4088  6.2315  9.6402
Si  3.5762  12.6353  13.8126
Si  5.2937  9.6002  16.6369
Si  2.1648  8.2541  25.8253
Si  8.8883  8.5041  25.136
Si  8.779  6.1244  17.1696
Si  5.3085  10.4135  22.3038
Si  6.2321  8.0709  23.6576
Si  2.385  7.3896  19.8518
Si  5.2667  6.8232  20.918
Si  11.2416  9.7086  23.8269
Si  5.9414  14.0579  14.8715
Si  3.0041  11.3966  20.7258
Si  4.4955  14.9334  17.3813
Si  8.7946  10.4201  10.0137
Si  4.636  8.5383  11.6705
Si  2.8622  4.576  9.5764
Si  9.9664  12.8428  15.872
Si  3.0635  10.5552  27.7759
Si  5.8786  6.7555  18.044
Si  9.9482  5.8664  23.8648
Si  0.9045  6.9318  10.2317
Si  8.7627  4.4786  14.5172
Si  3.7044  4.2544  21.643
Si  10.1754  5.079  11.7948
Si  1.7789  11.3255  15.6887
O  8.7912  2.1247  25.1072
O  2.1939  5.9875  19.063
O  9.2953  4.694  29.6673
O  0.5878  7.1187  29.292
O  0.9499  7.6381  26.7261
O  3.8492  10.3112  21.5913
O  2.8779  3.922  29.6946
O  5.7093  12.2291  8.9503
O  2.0067  10.9465  9.5978
O  6.985  5.7362  9.6396
O  10.0351  6.4536  22.3383
O  6.7089  3.2325  23.8582
O  5.2456  9.3554  23.5383
O  10.8269  6.5538  11.4611
O  0.6165  3.8528  19.0472
O  0.7238  11.2633  23.5963
O  2.4718  14.1973  10.4722
O  4.971  14.9479  15.8323
O  1.7593  5.3342  27.7101
O  6.5284  12.7088  15.5981
O  6.9942  14.1451  10.3584
O  3.2487  9.7967  29.2216
O  7.1378  12.4366  27.1259
O  8.8475  3.5655  27.2582
O  1.8004  10.7699  17.2173
O  3.0319  12.3633  15.3582
O  5.1549  6.8568  27.4528
O  5.7057  11.8363  22.9841
O  6.2523  6.9559  19.6239
O  3.5531  8.5034  12.9294
O  2.1219  8.5075  18.6833
O  4.0284  12.1448  19.7286
O  2.415  13.4313  13.0123
O  4.8606  5.4743  17.9884
O  9.2373  5.1447  13.1159
O  8.2698  11.9522  9.6977
O  2.9415  3.7595  20.2941
O  5.8385  7.0994  24.8858
O  10.0306  13.4609  17.3714
O  6.7969  10.0689  16.1876
O  2.3727  3.8129  25.0777
O  6.4182  10.0046  21.159
O  0.891  2.9336  28.1875
O  0.142  12.6961  8.8127
O  9.5065  7.0161  24.9157
O  6.6032  11.6826  19.0811
O  7.323  5.4476  28.0043
O  9.7848  7.8746  20.2009
O  4.4035  9.3746  15.296
O  9.4183  7.5768  17.5832
O  4.8738  5.2854  21.2262
O  4.4808  4.8628  9.6763
O  5.9638  9.2284  12.3034
O  0.075  6.7762  8.8307
O  7.7146  8.6518  24.0066
O  10.0231  5.9109  27.495
O  8.1521  9.463  8.855
O  6.3412  11.789  11.4993
O  9.9942  9.6738  24.8774
O  7.4505  2.8953  30.3455
O  7.2775  7.8376  28.9447
O  1.5468  8.4247  10.3454
O  4.406  11.4356  27.3825
O  2.9312  9.4475  26.6032
O  5.3089  8.1737  17.4431
O  10.7309  9.0568  22.4205
O  9.9295  12.1435  27.4159
O  7.1717  6.2956  17.1981
O  2.5731  4.9006  22.6399
O  2.1595  5.8929  10.2597
O  11.4565  5.4083  24.2689
O  8.5914  11.4071  20.7336
O  3.2675  7.0913  25.5213
O  0.4295  12.1744  15.4143
O  0.6623  12.4189  11.3498
O  3.8649  7.5906  20.5243
O  9.1034  5.6104  15.6533
O  4.0106  9.4613  10.4788
O  5.7292  12.1362  29.4224
O  2.4056  12.3933  21.8584
O  10.8586  12.4033  21.2729
O  1.946  10.0449  14.6456
O  8.7387  2.4683  22.4474
O  3.9008  11.1205  13.2502
O  10.4112  10.4109  9.9816
O  4.9356  13.5349  13.6946
O  1.77  10.7653  19.8838
O  1.3091  7.4326  21.0717
O  9.274  4.6089  10.5161
O  4.7498  4.8881  25.6777
O  7.1697  15.0208  14.3855
O  2.8792  14.7947  17.6334
O  6.1187  7.3168  22.2146
O  0.7435  2.9786  23.2437
O  9.2944  4.9841  18.2113
O  4.6831  10.8489  17.5227
O  9.5831  14.0324  14.8191
O  8.4147  8.6902  26.6796
O  5.2315  2.6764  18.0173
O  8.9215  4.6177  23.9844
O  9.1809  2.9533  19.854
O  4.4775  3.0749  22.416
O  8.8963  11.6162  15.8498
O  6.536  10.0541  27.9133
O  10.6714  9.7329  18.4855
O  0.4457  14.9578  12.0726
O  7.3894  10.9472  13.7715
O  8.3125  9.9795  11.4982
O  4.5553  2.3268  24.99
O  1.5496  8.837  24.4287
O  3.4514  3.2467  27.3099
O  8.9524  9.8117  29.118
O  5.06  7.097  11.0137
O  8.0566  9.4519  19.037
O  1.6465  11.3975  27.7854

Results
free energy: -156954.770 eV
free energy less fixed offsets of O -568.88, Si -635.61 eV per atom: -5.730 eV

Forces (eV/angstrom), in the order of the atoms: element, x, y, z
Si  -0.0021  -0.0045  -0.0089
Si  0.0017  0.0063  0.0132
Si  -0.0119  -0.0072  0.0323
Si  0.026  0.0278  -0.0022
Si  0.0129  0.0065  -0.0111
Si  -0.032  -0.0158  0.0103
Si  0.023  0.0069  0.0205
Si  -0.006  -0.0039  0.0013
Si  0.0084  0.0025  0.0106
Si  0.0004  -0.0256  0.0041
Si  -0.0185  -0.006  0.0066
Si  0.0042  0.0285  0.0139
Si  -0.0008  0.0074  -0.002
Si  0.0142  0.0046  0.0139
Si  -0.0097  -0.0134  -0.0094
Si  0.0001  -0.0019  -0.0041
Si  -0.0045  0.006  0.0226
Si  -0.0002  0.0114  0.0038
Si  0.009  -0.0003  -0.0032
Si  0.0088  -0.0115  0.0317
Si  -0.0069  -0.0105  0.0032
Si  0.0048  -0.0015  0.0143
Si  -0.0025  0.0102  0.0358
Si  -0.0118  -0.0047  0.0034
Si  0.0075  0.0015  -0.0092
Si  0.0017  -0.0013  0.0209
Si  -0.005  -0.0001  0.0152
Si  -0.0121  0.0029  -0.0087
Si  -0.0011  0.0006  0.0171
Si  -0.0044  -0.0067  -0.0082
Si  0.0039  0.0005  0.0008
Si  -0.0005  -0.0038  0.0235
Si  0.2168  0.1655  0.0478
Si  -0.1999  -0.101  0.0293
Si  -0.211  -0.3656  -0.1522
Si  0.2044  0.1816  0.0348
Si  -0.1749  -0.1669  -0.179
Si  0.2  0.2201  0.0167
Si  0.1227  0.1758  0.0479
Si  -0.1361  -0.135  0.0832
Si  -0.0304  0.1425  -0.02
Si  -0.1235  0.0051  0.0065
Si  0.0244  -0.0953  -0.0106
Si  0.1177  -0.0613  -0.0165
Si  -0.0047  -0.147  -0.0098
Si  0.1889  0.0139  -0.0224
Si  -0.0009  0.1619  0.0026
Si  -0.1811  -0.0007  -0.0129
Si  -0.1837  0.2337  -0.1266
Si  -0.1937  0.1406  0.0464
Si  0.1854  -0.3282  -0.03
Si  0.2649  -0.1893  -0.0912
Si  0.1773  -0.2163  0.0459
Si  0.2497  -0.2079  -0.1327
Si  -0.2972  0.2205  -0.1384
Si  -0.2544  0.3102  -0.0788
Si  -0.0028  0.0012  0.0117
Si  0.0015  0.0116  0.0228
Si  0.0046  -0.0001  -0.0082
Si  0.0015  0.0016  -0.0143
Si  0.0043  0.0016  -0.007
Si  -0.0004  -0.0023  -0.009
Si  -0.0092  -0.0116  0.0238
Si  -0.0075  0.001  0.0127
Si  0.0056  0.0041  -0.0093
Si  0.0022  -0.0067  -0.0333
Si  -0.0176  0.0068  0.0002
Si  0.0029  0.0007  -0.0072
Si  -0.0002  -0.0107  -0.0005
Si  0.0056  0.0034  -0.0042
Si  0.0186  0.0109  -0.0091
Si  -0.0001  -0.0039  -0.0029
Si  -0.0016  0.0045  -0.0071
Si  0.0001  0.0072  0.0141
Si  0.0083  0.0001  -0.0065
Si  0.0027  0.0137  0.0085
Si  0.0214  0.0291  0.0202
Si  -0.0104  0.0022  -0.0026
Si  0.0027  0.0043  0.0057
Si  -0.0001  0.0101  0.0043
Si  0.0203  -0.0435  -0.0113
Si  0.0254  -0.0243  -0.0031
Si  0.0014  -0.0061  -0.0133
Si  -0.0288  0.04  -0.0338
Si  -0.028  0.0126  -0.0134
Si  -0.0307  -0.0261  -0.0359
Si  0.0022  -0.007  -0.0166
Si  0.0079  -0.008  -0.0198
Si  0.0044  -0.0008  0.0085
Si  0.0039  0.0054  0.0039
Si  0.017  -0.0094  -0.0075
Si  0.0016  -0.0037  -0.0195
Si  -0.005  -0.0016  0.0018
Si  -0.003  0.0001  0.0012
Si  0.0062  0.0074  0.001
Si  -0.0036  0.0137  -0.0019
Si  -0.0064  0.0108  0.0305
Si  0.0105  -0.0041  -0.0009
Si  0.0031  -0.0095  0.0032
Si  0.0012  0.0071  -0.0009
Si  -0.0034  -0.0059  0.0269
Si  -0.0197  -0.0087  0.0121
Si  -0.0048  0.0001  0.0062
Si  0.0115  0.0018  0.0024
Si  0.0032  0.0023  0.003
Si  0.0048  -0.003  0.0097
Si  0.0055  -0.0078  0.0276
Si  -0.0027  0.008  0.007
Si  -0.0041  -0.0061  0.0033
Si  0.0143  0.0123  -0.0043
Si  -0.0009  -0.0024  -0.0054
Si  0.0039  0.0039  0.0071
Si  -0.0067  -0.0064  0.0022
Si  -0.0038  0.0083  -0.0024
Si  0.0018  -0.0106  0.006
Si  0.0113  -0.0046  0.0055
Si  -0.0125  0.0075  0.0288
Si  0.0089  0.0141  -0.0002
Si  0.004  -0.0114  0.0345
Si  0.0044  -0.0006  0.0031
Si  0.0051  -0.0028  0.0127
Si  -0.0024  0.0065  -0.0052
Si  -0.0002  0.0016  0.0168
Si  -0.0016  0.005  0.0054
Si  -0.0026  -0.0057  -0.0042
Si  -0.0036  0.0042  -0.0019
Si  -0.0023  -0.0073  0.0045
Si  -0.0026  -0.0035  0.0024
Si  -0.0014  0.0075  -0.0012
Si  -0.0091  0.0087  0.0016
Si  0.0024  -0.0021  0.0015
Si  -0.0025  0.0041  0.0049
Si  0.0097  0.0049  -0.0228
Si  -0.0037  -0.0013  0.0063
Si  0.0097  -0.0152  0.0403
Si  0.0034  -0.0007  -0.0067
Si  0.003  -0.0098  0.0124
Si  -0.0011  0.0015  -0.0013
Si  0.008  -0.0008  0.0049
Si  -0.0168  -0.0014  -0.0067
Si  0.0017  -0.001  0.0102
Si  -0.0046  0.0019  -0.0079
Si  -0.0052  -0.0059  0.0037
Si  -0.0038  0.0093  0.0008
O  -0.0026  0.0011  0.0126
O  0.0009  0.0106  0.0081
O  -0.0152  -0.0069  -0.0153
O  0.0173  0.0008  -0.0085
O  0.0005  -0.0067  0.0065
O  0.0092  -0.0025  0.0014
O  0.0004  0.0088  -0.015
O  -0.0016  0.0072  0.0253
O  0.0234  -0.0159  -0.02
O  0.0018  -0.0034  0.0047
O  0.003  0.0029  0.0073
O  0.0079  0.0009  0
O  0.0018  -0.0087  0.0072
O  0.0032  -0.0028  0.0062
O  -0.0091  -0.0061  -0.0033
O  -0.0014  -0.0048  0
O  0.0033  0.0287  -0.0142
O  0.0114  -0.0117  -0.0023
O  -0.0047  -0.0013  0.0037
O  0.0021  0.001  0.0001
O  0.0047  0.0046  -0.0022
O  0.0022  0.0108  -0.0205
O  -0.0071  -0.0019  0.0102
O  -0.0008  0.0112  0.0203
O  0.0001  0.0027  -0.0064
O  -0.0008  -0.0015  0.0039
O  -0.0023  -0.0003  0.0027
O  -0.0006  0.0094  0.0031
O  -0.0045  0.0025  0.0022
O  0.0023  -0.0006  0.0002
O  -0.0015  -0.0009  0.0023
O  -0.0072  -0.0036  0.0022
O  -0.0077  0.0063  -0.0066
O  0.0004  -0.0064  -0.0027
O  0.0161  0.0009  -0.0146
O  -0.0054  0.0024  0.0081
O  0.006  0.0027  0.0148
O  -0.0026  -0.0015  0.0017
O  -0.0058  0.0039  0.008
O  0.003  0.0041  -0.0008
O  0.0086  0.0118  -0.0082
O  -0.004  0.0018  0.0085
O  0.0195  0.0073  0.0095
O  -0.0063  0.0347  0.0128
O  0.0021  0.0017  0.0026
O  -0.0003  -0.0029  0.002
O  0.0084  -0.0028  0.0145
O  0.0078  -0.0043  0.0128
O  -0.0085  0.0018  -0.0078
O  -0.0009  -0.0032  0.0046
O  0.0007  0.0047  -0.0015
O  0.0005  -0.0123  -0.0017
O  -0.005  0.0004  -0.0019
O  -0.0103  0.0086  0.0208
O  0.0053  -0.0004  0.0018
O  0.0003  -0.0075  0.0211
O  0.0074  -0.0029  0.0277
O  -0.0032  -0.0002  0.0057
O  -0.0096  -0.0073  0.0035
O  -0.0187  -0.0175  -0.0365
O  -0.013  -0.0151  0.0049
O  0.0059  -0.0008  0.0025
O  0.0106  -0.0002  0.0073
O  -0.0046  0.0035  0.0046
O  0.0002  0.0027  -0.0004
O  0.003  -0.0103  0.0018
O  -0.0086  0.0017  0.0065
O  0.0077  -0.0017  0.0067
O  -0.0071  -0.0102  0.0114
O  0.007  -0.0055  0.0031
O  -0.0084  0.0005  -0.0067
O  0.0057  0.014  -0.0036
O  -0.0069  0.0067  0.0072
O  0.0109  -0.0059  0.0107
O  0.0013  -0.0015  0.0315
O  0.004  -0.0044  -0.0014
O  -0.0009  -0.0087  -0.0044
O  0.0011  -0.0024  0.0014
O  0.0037  -0.0006  -0.0107
O  -0.0102  0.0029  0.0033
O  0.0026  0.0027  0.0051
O  0.0022  -0.0022  0.0049
O  -0.0016  0.0016  0.0069
O  0.0018  -0.0053  0.0052
O  0.002  -0.0027  0.006
O  0.0018  0.0014  0.0091
O  0.0063  0.0033  0.0021
O  -0.021  0.0009  -0.0011
O  -0.0176  -0.0057  -0.0038
O  -0.0147  -0.0167  0.0066
O  -0.0009  -0.0033  0.0058
O  0.0054  0.0015  0.0036
O  0.004  0.0032  0.0099
O  0.0119  0.0239  0.0107
O  0.002  -0.0034  -0.0021
O  0.0019  -0.0021  -0.0011
O  -0.0013  0.0046  0.008
O  -0.0024  0  -0.005
O  0.0012  -0.0004  -0.0017
O  0.0036  -0.0015  -0.0014
O  0.0082  -0.0049  -0.0006
O  0.0078  -0.0054  0.0121
O  -0.0058  0.002  -0.0011
O  -0.0027  0.0153  0.0014
O  0.0041  -0.0023  0.0005
O  -0.0035  0.0073  0.0027
O  -0.0043  -0.0027  -0.0065
O  -0.0022  -0.0004  0.0111
O  -0.0043  0.0073  0.0086
O  0.0089  -0.0087  0.0159
O  -0.0069  0.0059  -0.008
O  -0.0093  -0.0057  -0.0099
O  -0.0022  0.0063  -0.0021
O  -0.001  0.0001  0.0012
O  0.0062  -0.0024  0.0015

The program warned: the cutoff lies below the one the program advises for these potential files; the exchange-correlation potential is rough where the density is thin.
